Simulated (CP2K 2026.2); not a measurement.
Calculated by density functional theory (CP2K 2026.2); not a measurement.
Periodic cell of 504 atoms, Si360O144, from a study of silicon, its oxide and their interface. The atomic structure is a simulated model.
Doubt: the forces sum to 2.48 eV/angstrom along one axis rather than to zero, so they err by at least 0.0049 eV/angstrom per atom on average; the grid cutoff is modest.

Settings: functional PBE; method Gaussian and plane waves; basis set DZVP-MOLOPT-SR-GTH; pseudopotentials GTH-PBE; grid cutoff 350 Ry, relative cutoff 50 Ry; k points Gamma only; occupations fixed; spin none; net charge 0.

Cell vectors (angstrom)
a 16.32 0 0
b 0 16.32 0
c -4.2762 -2.1664 33.5467

Atoms and the computed forces on them: element, x, y, z (angstrom), force x, y, z (eV/angstrom)
Si 1.231 15.123 0.169 0.171 -0.32 0.644
Si -0.458 -0.577 33.537 0.138 -0.095 0.695
Si 1.537 3.752 0.024 -0.096 0.187 0.72
Si 0.079 4.344 33.35 -0.234 0.148 0.723
Si -3.239 7.755 33.525 0.302 -0.354 0.648
Si -0.051 10.044 33.541 -0.313 0.288 0.66
Si 7.22 14.788 0.055 -0.309 0.125 0.696
Si 9.855 1.129 0.15 -0.116 0.099 0.777
Si 2.331 2.122 33.529 0.112 -0.16 0.766
Si 9.365 6.931 0.121 0.262 -0.251 0.761
Si 6.356 9.834 0.001 0.389 -0.285 0.694
Si 9.358 12.474 0.201 0.116 -0.182 0.712
Si 12.096 15.268 0.122 0.083 -0.205 0.693
Si 15.281 1.007 0.071 -0.391 0.356 0.67
Si 12.301 3.905 0.154 -0.072 0.173 0.757
Si 14.724 6.918 0.104 0.228 -0.115 0.739
Si 12.571 9.243 0.035 -0.267 0.106 0.683
Si 14.981 11.981 0.264 -0.064 0.343 0.693
Si 2.795 -0.001 1.397 0.002 0.011 -0.044
Si 5.43 2.724 1.288 0.003 0.009 -0.062
Si 2.75 5.409 1.186 0.016 -0.007 -0.049
Si 5.342 8.142 1.245 0.018 -0.013 -0.03
Si 2.641 11.012 1.31 0.024 -0.007 -0.048
Si 5.485 13.714 1.281 0.022 -0.001 -0.076
Si 8.253 0.016 1.435 0.026 0.007 -0.051
Si 10.839 2.742 1.52 0.028 -0.03 -0.066
Si 8.146 5.394 1.38 -0.014 0.006 -0.038
Si 10.892 8.191 1.336 0.033 -0.008 -0.035
Si 8.08 10.868 1.322 0.006 -0.031 -0.072
Si 10.963 13.63 1.41 0.019 0.03 -0.049
Si 13.64 0.046 1.458 -0.015 0.033 -0.034
Si -0.008 2.668 1.388 -0.009 -0.003 -0.016
Si 13.614 5.361 1.446 -0.027 0.029 -0.06
Si 0.057 8.143 1.245 -0.028 0.024 -0.041
Si 13.535 10.769 1.547 -0.016 -0.031 -0.036
Si -0.052 13.593 1.418 -0.014 0 -0.058
Si 1.367 1.32 2.751 -0.006 0.017 0.04
Si 4.075 4.09 2.661 -0.011 -0.009 0.033
Si 1.415 6.78 2.598 -0.021 -0.009 -0.014
Si 3.986 9.523 2.616 -0.004 0.044 0.021
Si 1.339 12.285 2.772 0.012 0 0.026
Si 4.156 14.992 2.728 -0.016 -0.045 0.005
Si 6.799 1.379 2.679 0.003 0.015 -0.009
Si 9.45 4.076 2.806 0.016 0.03 0.027
Si 6.766 6.843 2.657 -0.006 -0.027 0.022
Si 9.495 9.544 2.677 0.005 0.021 0.026
Si 6.763 12.267 2.688 0.006 0.03 0.041
Si 9.584 14.962 2.8 0.004 -0.016 0.037
Si 12.302 1.424 2.814 -0.015 -0.024 0.032
Si 15.012 4.053 2.771 0.006 0.001 0.01
Si 12.203 6.765 2.723 -0.014 -0.006 0.023
Si 15.021 9.434 2.756 0.044 -0.011 0.037
Si 12.214 12.221 2.798 -0.001 0.024 0.02
Si 14.927 14.936 2.795 -0.018 -0.02 0.03
Si 0.002 -0.021 4.119 0.003 0.014 -0.02
Si 2.728 2.728 4.06 0.01 0.009 -0.012
Si 0.062 5.457 4.041 0.014 0.003 0.018
Si 2.699 8.157 4.026 -0.012 0.001 0.005
Si 0.012 10.86 4.101 -0.027 -0.005 0.009
Si 2.753 13.63 4.078 -0.028 0.013 -0.011
Si 5.476 0.029 4.089 0.021 0.003 0.005
Si 8.108 2.706 4.117 -0.006 -0.012 0.027
Si 5.427 5.46 4.032 0.004 -0.017 -0.013
Si 8.146 8.169 4.038 -0.011 0.002 0.001
Si 5.388 10.872 4.003 0.022 -0.002 -0.013
Si 8.157 13.591 4.081 -0.005 -0.005 -0.006
Si 10.929 0.021 4.136 -0.013 0.015 -0.009
Si 13.645 2.753 4.168 0.002 -0.016 0
Si 10.848 5.445 4.113 0.016 0.007 -0.012
Si 13.606 8.103 4.083 0.013 0.005 -0.017
Si 10.822 10.878 4.102 -0.017 -0.019 0.01
Si 13.591 13.57 4.143 0.013 -0.003 0.018
Si 1.365 14.955 16.298 0.004 0.01 -0.014
Si 4.104 1.363 16.305 0.004 -0.01 -0.011
Si 1.368 4.098 16.322 0 0.005 -0.003
Si 4.071 6.784 16.336 -0.017 0.008 0.002
Si 1.349 9.498 16.279 -0.008 0.005 -0.013
Si 4.074 12.225 16.315 -0.001 -0.004 -0.01
Si 6.82 14.967 16.302 0.013 0.007 -0.014
Si 9.523 1.372 16.323 0 -0.006 -0.007
Si 6.804 4.075 16.334 -0.002 0.003 -0.007
Si 9.511 6.805 16.332 -0.004 -0.005 -0.006
Si 6.803 9.51 16.334 -0.005 -0.006 -0.005
Si 9.51 12.229 16.332 -0.005 0.003 -0.008
Si 12.25 14.975 16.309 0.009 -0.001 -0.005
Si -1.364 1.356 16.323 0.004 -0.002 -0.002
Si 12.247 4.086 16.315 0 -0.002 -0.014
Si -1.362 6.797 16.323 0.001 -0.002 -0.003
Si 12.229 9.534 16.321 0.001 0.001 -0.007
Si -1.372 12.242 16.291 0 -0.007 -0.004
Si 2.77 -0.033 17.633 -0.004 -0.002 0.002
Si 5.436 2.723 17.699 0.004 -0.019 0.003
Si 2.731 5.421 17.729 0.007 -0.007 0.007
Si 5.42 8.161 17.68 0.011 0.007 0.018
Si 2.663 10.871 17.639 0.012 -0.005 0.013
Si 5.486 13.571 17.637 -0.012 -0.001 -0.006
Si 8.141 0.034 17.677 0.001 0.006 0.013
Si 10.912 2.714 17.677 -0.006 0.001 -0.007
Si 8.172 5.423 17.694 0.007 0.011 0.012
Si 10.842 8.204 17.683 0.004 0.011 -0.011
Si 8.157 10.861 17.716 0.002 0.001 -0.008
Si 10.904 13.593 17.645 -0.007 -0.016 0.007
Si 13.584 0.017 17.704 -0.015 0.002 0.007
Si -0.004 2.74 17.652 -0.005 -0.005 0.023
Si 13.584 5.454 17.684 0.008 -0.005 0.019
Si 0.032 8.135 17.668 0.001 0.008 0.006
Si 13.611 10.883 17.668 -0.012 0.016 0.02
Si -0.031 13.618 17.641 0.005 -0.009 -0.01
Si 1.417 1.367 18.928 0.007 0.02 -0.047
Si 4.1 4.059 19.108 -0.005 0.004 -0.007
Si 1.359 6.777 19.08 -0.014 0.013 -0.006
Si 4.012 9.527 19.003 0.001 -0.021 -0.029
Si 1.298 12.244 18.984 -0.003 -0.002 -0.025
Si 4.143 14.91 18.984 0.004 0.018 -0.027
Si 6.766 1.368 19.083 0.005 -0.009 -0.019
Si 9.558 4.048 19.038 -0.009 0.008 -0.016
Si 6.788 6.787 19.025 -0.019 0.01 -0.05
Si 9.517 9.54 19.121 0.008 -0.009 -0.014
Si 6.783 12.214 19.059 -0.012 -0.006 -0.018
Si 9.553 14.988 18.955 0.009 0.002 -0.039
Si 12.26 1.401 19.097 0.009 0.003 -0.016
Si -1.381 4.08 19.039 0.014 -0.005 -0.031
Si 12.203 6.849 19.006 0.005 -0.013 -0.017
Si -1.316 9.515 18.993 0.007 0.004 -0.024
Si 12.249 12.239 19.035 0.006 -0.004 -0.037
Si -1.38 14.954 19.032 0.005 -0.01 -0.01
Si 0.033 0.043 20.248 0.002 0.019 0.052
Si 2.737 2.644 20.411 -0.017 -0.013 0.063
Si -0.007 5.408 20.422 -0.014 -0.009 0.053
Si 2.716 8.14 20.428 0.007 0.023 0.039
Si -0.034 10.905 20.395 -0.017 0.001 0.039
Si 2.729 13.565 20.276 -0.006 -0.006 0.055
Si 5.431 -0.07 20.43 0.01 0.008 0.047
Si 8.189 2.712 20.418 -0.001 0.002 0.05
Si 5.478 5.427 20.452 0.016 0.011 0.071
Si 8.098 8.166 20.416 -0.002 0 0.064
Si 5.308 10.921 20.388 -0.03 0.01 0.056
Si 8.233 13.593 20.29 0.012 -0.01 0.07
Si 10.88 0.009 20.384 0.004 -0.015 0.061
Si 13.596 2.771 20.493 -0.009 0.017 0.073
Si 10.858 5.49 20.375 -0.021 0.013 0.041
Si 13.63 8.172 20.323 -0.001 -0.006 0.045
Si 10.927 10.89 20.47 0.016 0.007 0.071
Si 13.595 13.604 20.423 -0.015 -0.01 0.045
Si 1.556 -1.186 21.498 -0.129 -0.044 -0.753
Si 3.781 0.987 21.741 0.206 0.172 -0.742
Si 1.15 3.791 21.691 0.082 0.168 -0.764
Si 4.314 6.997 21.752 -0.219 -0.118 -0.749
Si 1.531 9.74 21.681 -0.117 -0.218 -0.746
Si 3.696 12.03 21.769 0.273 0.136 -0.726
Si 7.086 -1.237 21.637 -0.23 -0.095 -0.713
Si 9.257 1.056 21.709 0.163 0.221 -0.726
Si 7.103 4.306 21.751 -0.137 -0.096 -0.703
Si 9.258 6.59 21.709 0.094 0.144 -0.754
Si 6.425 9.304 21.615 0.116 -0.001 -0.733
Si 9.831 12.593 21.674 -0.029 -0.228 -0.788
Si 12.051 14.809 21.725 0.199 0.171 -0.737
Si -1.031 1.58 21.638 -0.205 -0.005 -0.739
Si 12.441 4.449 21.744 -0.083 -0.264 -0.726
Si -1.596 6.61 21.677 0.241 0.086 -0.758
Si 12.553 9.7 21.721 -0.222 -0.045 -0.72
Si -1.634 12.002 21.754 0.197 0.13 -0.793
Si 6.965 5.112 29.196 -0.051 0.032 0.097
Si 6.656 10.314 24.457 -0.003 0.048 -0.096
Si 10.664 6.789 26.403 -0.038 -0.085 0.062
Si 9.328 11.226 24.359 0.087 -0.006 0.02
Si 0.216 7.916 23.846 0.044 -0.003 -0.145
Si 4.317 0.851 31.467 0.025 0.018 0.234
Si 7.75 5.617 26.453 0.15 0.033 -0.036
Si 0.01 13.613 23.846 -0.031 0.002 -0.119
Si -0.943 -0.351 25.758 -0.027 0.062 0.003
Si -0.46 5.882 27.691 -0.063 -0.104 0.107
Si 3.02 -0.47 26.74 0.073 -0.006 0.004
Si 11.437 2.656 31.534 0.022 -0.057 0.31
Si -0.331 11.609 27.89 -0.052 -0.011 -0.048
Si 10.694 8.445 23.823 0.053 -0.023 -0.13
Si -3.172 4.759 26.617 -0.021 0.055 -0.058
Si 6.472 -1.57 24.563 -0.038 -0.003 -0.084
Si 6.118 8.302 26.455 -0.086 -0.042 0.035
Si -3.592 11.764 31.169 0.019 0.013 -0.01
Si 4.474 12.479 24.759 -0.051 0.059 -0.195
Si -2.868 0.391 23.771 0.021 -0.078 -0.056
Si 2.591 10.226 29.924 0.026 0.038 0.025
Si 8.982 -0.964 26.3 -0.12 0.044 0.019
Si 0.348 -1.07 30.583 -0.026 0.055 0.135
Si 7.847 -1.057 29.211 0.074 -0.013 -0.045
Si 10.494 12.738 26.687 -0.04 0.069 0.047
Si 3.226 8.413 27.591 -0.007 -0.029 0.049
Si -1.785 -0.904 28.655 -0.082 0.087 0.014
Si 0.971 1.614 26.861 -0.046 0.012 0.008
Si 3.828 5.586 28.878 0.003 0.074 -0.028
Si 2.142 4.443 26.609 -0.058 -0.014 -0.005
Si -0.3 10.152 30.459 -0.027 -0.002 0.17
Si 9.794 11.693 31.682 -0.08 0.024 0.162
Si 9.512 1.728 24.736 -0.017 -0.03 -0.115
Si 1.823 13.003 26.093 -0.021 0.006 0.037
Si 6.455 3.163 31.438 -0.023 -0.024 0.117
Si 2.462 5.649 23.865 -0.009 0 -0.169
Si 12.029 3.076 24.407 0.004 0.05 0.038
Si 6.969 9.745 29.009 0.039 -0.05 0.112
Si 2.739 13.329 30.551 0.002 -0.056 0.145
Si 0.253 8.645 26.782 0.052 0.063 0.017
Si 8.438 7.603 30.593 -0.012 -0.07 0.066
Si 11.141 7.152 29.344 0.027 0.087 0.014
Si 9.482 0.203 31.636 0.01 -0.137 -0.052
Si -0.612 1.53 29.456 -0.011 -0.096 0.012
Si 8.549 12.199 29.033 0.035 0.123 0.005
Si 6.765 3.275 24.662 -0.008 0.008 -0.116
Si -3.1 12.898 28.219 0.083 -0.008 0.055
Si 4.848 1.075 24.664 -0.07 -0.049 -0.036
Si 4.946 8.993 31.173 -0.015 0.001 0.126
Si 12.472 4.342 29.453 0.108 0.107 -0.03
Si 3.611 6.364 31.649 -0.019 0.02 -0.067
Si -2.908 8.732 30.738 -0.031 0.039 0.138
Si 4.641 -1.062 29.285 0.029 -0.013 0.031
Si -1.07 4.447 30.461 0.102 0.045 -0.013
Si 1.383 14.96 5.457 -0.003 -0.017 0.021
Si 4.09 1.38 5.432 -0.007 -0.005 0.01
Si 1.386 4.091 5.43 -0.018 0 0
Si 4.071 6.811 5.4 0.007 0.025 0.004
Si 1.366 9.498 5.437 -0.002 -0.005 0.016
Si 4.079 12.229 5.419 -0.004 -0.009 0.007
Si 6.817 14.967 5.441 0.002 0.002 0.011
Si 9.516 1.364 5.457 0.002 -0.001 0.006
Si 6.765 4.103 5.437 -0.012 -0.007 0.005
Si 9.49 6.82 5.439 -0.015 -0.004 0
Si 6.773 9.534 5.385 0.002 0.017 0.008
Si 9.488 12.237 5.468 0 0.005 0.012
Si 12.248 14.953 5.491 0.016 -0.001 0.005
Si 14.985 1.354 5.486 0.005 -0.017 0.009
Si 12.235 4.101 5.471 0.01 0.01 0.001
Si 14.98 6.768 5.433 0.015 -0.004 0.008
Si 12.236 9.505 5.414 -0.009 0.016 0.001
Si 14.968 12.212 5.466 0.014 0.003 0.021
Si 2.736 0.013 6.802 -0.006 0.005 -0.001
Si 5.432 2.734 6.808 -0.002 0.01 -0.004
Si 2.731 5.454 6.79 0 -0.008 -0.005
Si 5.434 8.167 6.766 0.005 -0.004 -0.002
Si 2.725 10.871 6.79 -0.005 -0.007 0
Si 5.441 13.596 6.783 0.003 0 -0.007
Si 8.166 -0.002 6.816 0.004 -0.011 0.003
Si 10.873 2.728 6.814 -0.001 0 0.001
Si 8.143 5.448 6.795 0.006 -0.003 0.006
Si 10.872 8.165 6.791 0.003 -0.011 -0.003
Si 8.123 10.869 6.795 0.004 0.002 -0.004
Si 10.866 13.593 6.82 -0.014 0.004 -0.001
Si 13.615 -0.005 6.834 0.002 0.005 0.003
Si 0.026 2.735 6.809 -0.002 -0.002 0.003
Si 13.614 5.441 6.818 -0.007 0 0.001
Si -0.003 8.149 6.796 -0.005 0.011 0.002
Si 13.586 10.86 6.802 0.014 -0.002 0.001
Si 0.018 13.587 6.806 0.001 -0.002 -0.001
Si 1.377 1.368 8.167 0.005 0.007 -0.002
Si 4.077 4.092 8.164 0.006 -0.003 0.002
Si 1.362 6.798 8.157 -0.009 -0.002 -0.007
Si 4.085 9.515 8.15 0.003 0.012 -0.005
Si 1.37 12.227 8.162 -0.014 0 -0.003
Si 4.088 14.958 8.153 -0.002 -0.002 -0.009
Si 6.799 1.367 8.16 0 0.004 -0.007
Si 9.51 4.092 8.161 0.004 0.001 -0.004
Si 6.787 6.812 8.148 -0.002 0 -0.006
Si 9.507 9.521 8.15 -0.003 0.01 -0.007
Si 6.788 12.24 8.16 0.003 -0.006 -0.001
Si 9.518 14.959 8.179 0.002 0.003 0.004
Si 12.24 1.364 8.17 -0.002 -0.011 -0.007
Si 14.969 4.076 8.171 -0.004 -0.006 -0.002
Si 12.238 6.808 8.157 0.008 0.005 -0.004
Si 14.955 9.509 8.159 -0.002 -0.01 0.002
Si 12.235 12.23 8.164 -0.001 -0.002 -0.004
Si 14.979 14.949 8.172 0.005 0 -0.003
Si 0.012 0.003 9.522 -0.003 -0.003 -0.002
Si 2.728 2.727 9.528 -0.012 0.004 -0.002
Si 0.006 5.441 9.524 0 0.001 -0.002
Si 2.721 8.159 9.513 0.001 0 -0.006
Si -0.001 10.873 9.516 0 0.003 0
Si 2.728 13.598 9.516 -0.002 -0.006 -0.008
Si 5.443 0 9.518 0.003 -0.004 -0.006
Si 8.158 2.726 9.521 0.001 -0.007 0.001
Si 5.44 5.449 9.518 -0.005 -0.003 -0.001
Si 8.155 8.16 9.514 0.008 -0.003 -0.005
Si 5.435 10.876 9.519 0.002 0.004 -0.002
Si 8.152 13.595 9.524 -0.001 -0.002 -0.003
Si 10.883 0.003 9.527 0 0 -0.001
Si 13.602 2.722 9.527 0.007 -0.002 0
Si 10.879 5.446 9.517 0.001 -0.001 0.002
Si 13.595 8.159 9.525 -0.001 0.011 0.002
Si 10.867 10.876 9.518 -0.006 0 -0.004
Si 13.603 13.591 9.519 0.006 0.004 -0.005
Si 1.37 14.96 10.878 0.001 0.001 -0.001
Si 4.087 1.361 10.882 -0.006 0.004 -0.001
Si 1.364 4.081 10.884 -0.002 -0.011 -0.001
Si 4.078 6.802 10.878 0.002 -0.002 -0.002
Si 1.36 9.516 10.875 -0.004 -0.001 -0.001
Si 4.081 12.236 10.881 0.001 -0.003 0.004
Si 6.799 14.96 10.882 0.004 0 -0.001
Si 9.522 1.367 10.88 0.001 -0.01 0
Si 6.799 4.087 10.879 0.001 0.009 -0.001
Si 9.516 6.802 10.878 -0.001 0.004 -0.001
Si 6.8 9.519 10.877 0.002 0.007 -0.001
Si 9.513 12.236 10.881 0.001 0.005 0.001
Si 12.246 14.959 10.876 -0.001 0.001 -0.001
Si -1.356 1.36 10.881 -0.002 -0.003 0.002
Si 12.24 4.086 10.881 0.004 -0.003 -0.001
Si -1.362 6.797 10.88 -0.001 -0.003 -0.001
Si 12.23 9.519 10.878 0.001 0.005 0
Si -1.36 12.233 10.879 -0.002 -0.003 0.001
Si 2.724 0.002 12.242 -0.002 -0.004 0.001
Si 5.445 2.723 12.24 0.007 -0.006 0.005
Si 2.724 5.439 12.24 -0.007 -0.001 0.003
Si 5.443 8.156 12.236 -0.003 0.001 -0.001
Si 2.723 10.871 12.238 -0.006 0.007 0.001
Si 5.441 13.597 12.24 -0.001 0 0.002
Si 8.166 0 12.236 0 -0.001 0.002
Si 10.879 2.728 12.242 -0.004 0 0.004
Si 8.158 5.444 12.241 0.006 -0.007 0
Si 10.875 8.159 12.241 0.002 0.002 0.001
Si 8.156 10.876 12.244 0.001 -0.002 0.002
Si 10.88 13.601 12.229 0 0.002 0
Si 13.601 0.002 12.238 0.005 -0.006 0.002
Si 0.003 2.722 12.24 0.003 0.004 0
Si 13.601 5.44 12.246 0.001 0.003 0.004
Si -0.003 8.16 12.235 0.002 0.002 0
Si 13.589 10.88 12.237 -0.005 -0.002 0.005
Si 0.006 13.597 12.231 -0.001 0.004 0
Si 1.363 1.366 13.601 -0.008 0.001 -0.001
Si 4.084 4.08 13.603 -0.007 0.001 0.006
Si 1.358 6.799 13.589 -0.004 0.002 0
Si 4.088 9.51 13.599 0.006 -0.008 0.001
Si 1.36 12.231 13.59 0.006 -0.009 0.004
Si 4.083 14.96 13.597 -0.003 0.006 0.007
Si 6.814 1.365 13.593 0.004 -0.009 0.004
Si 9.521 4.091 13.602 -0.009 0.008 0.005
Si 6.793 6.796 13.605 0.004 0.004 -0.004
Si 9.514 9.514 13.603 0.003 0.002 0.006
Si 6.798 12.238 13.604 -0.001 0.006 0.01
Si 9.527 14.958 13.593 0.004 -0.003 -0.001
Si 12.237 1.363 13.598 0.005 -0.001 0.008
Si -1.355 4.079 13.603 0.004 -0.011 0
Si 12.238 6.802 13.604 0.002 -0.006 0.006
Si -1.375 9.514 13.59 -0.005 0.014 0.002
Si 12.23 12.246 13.596 -0.004 0.007 0.001
Si -1.351 14.963 13.588 0.001 -0.004 0.003
Si 0.001 0.004 14.955 0 -0.009 -0.001
Si 2.723 2.724 14.964 0 -0.005 0
Si 0.004 5.447 14.957 0.001 0.008 0.004
Si 2.727 8.141 14.949 -0.005 0.001 -0.002
Si -0.013 10.873 14.94 -0.001 -0.001 -0.005
Si 2.723 13.589 14.947 -0.007 0.003 0.004
Si 5.455 0.002 14.944 0.004 0.007 0
Si 8.165 2.729 14.961 0.005 -0.002 -0.002
Si 5.44 5.434 14.974 0.004 -0.002 0.002
Si 8.152 8.154 14.963 0.003 -0.002 0.001
Si 5.443 10.87 14.965 0 -0.001 -0.002
Si 8.172 13.597 14.954 -0.002 0.002 -0.004
Si 10.875 0.004 14.958 -0.01 -0.002 -0.002
Si 13.602 2.718 14.958 -0.002 0.006 0.005
Si 10.878 5.449 14.968 0.004 0 0.001
Si 13.593 8.162 14.968 0.002 0.002 0
Si 10.87 10.883 14.957 0 0.002 0.002
Si 13.599 13.613 14.941 0.003 0 -0.001
O 2.635 -0.123 22.108 -0.154 -0.198 0.319
O 3.74 6.303 23.117 0.353 0.043 0.507
O 0.043 2.688 22.199 0.141 0.013 0.344
O 7.619 2.613 32.389 0.157 0.048 -0.072
O 0.177 -1.228 32.184 0.08 -0.353 -0.122
O 12.657 -0.847 23.097 -0.021 -0.136 0.37
O -2.427 0.122 25.303 -0.423 0.178 0.492
O -3.55 2.074 32.241 0.27 0.144 -0.401
O 0.932 12.689 24.781 -0.098 -0.658 0.037
O -1.095 12.684 23.133 -0.014 0.155 0.617
O -1.608 0.502 33.066 0.091 -0.008 -0.344
O 9.114 12.116 23.039 -0.235 0.064 0.342
O 0.9 14.326 22.728 0.254 0.083 0.013
O 9.935 7.266 23.023 -0.093 -0.116 0.33
O -2.652 4.77 30.458 -0.185 0.186 0.484
O 4.049 11.475 33.26 0.081 -0.096 -0.159
O 1.325 6.769 24.016 0.137 0.095 0.321
O 7.848 14.632 25.395 0.064 -0.409 0.051
O 9.347 5.874 33.205 0.126 -0.215 -0.385
O 6.527 3.563 23.084 -0.493 -0.303 -0.04
O 7.822 4.825 27.86 0.626 -0.381 0.169
O -4.043 -2.125 33.411 0.154 0.093 -0.21
O 4.973 -0.311 32.378 -0.154 -0.031 -0.117
O 9.346 12.133 27.644 -0.25 -0.249 -0.225
O 3.394 5.332 30.429 -0.171 -0.389 0.003
O 3.02 1.468 32.2 -0.078 0.067 -0.217
O 7.963 7.751 32.135 -0.19 0.569 -0.024
O -2.554 12.375 32.261 0.401 -0.092 -0.378
O 5.386 8.16 22.185 0.217 0.137 0.448
O -2.727 5.535 22.165 -0.156 0.048 0.591
O -0.425 10.555 32.028 -0.229 0.473 -0.046
O 8.643 0.378 33.018 -0.266 -0.428 0.295
O -1.036 7.319 23.027 -0.307 0.2 0.398
O 11.748 3.036 30.015 -0.247 -0.406 -0.504
O 4.321 1.475 23.19 0.128 0.445 0.143
O 11.713 4.046 23.149 -0.419 0.003 0.148
O 2.615 13.297 32.161 -0.172 0.516 -0.198
O 6.247 -0.904 29.334 -0.051 0.277 0.186
O 12.556 1.711 23.745 -0.339 -0.104 -0.139
O -0.894 2.836 30.345 0.011 -0.283 0.144
O 7.901 11.113 25.108 -0.029 0.383 0.489
O 6.03 -0.02 24.585 0.424 0.145 -0.047
O 9.856 10.308 32.503 -0.112 -0.281 -0.274
O 9.762 9.746 23.907 -0.089 0.037 0.045
O 1.254 3.243 33.011 -0.142 -0.145 -0.224
O 5.756 9.64 32.41 0.324 -0.113 -0.101
O 1.623 -1.916 30.076 -0.034 -0.045 -0.681
O 4.832 7.384 31.317 0.518 -0.1 -0.105
O 1.145 9.531 30.111 0.136 -0.577 0.163
O -0.398 11.469 29.511 0.04 0.391 0.29
O 2.024 0.557 27.484 -0.004 -0.074 0.679
O 8.127 -0.061 22.093 0.177 -0.071 0.442
O -3.098 -1.798 28.394 -0.647 0.193 -0.029
O 1.874 4.415 23.005 0.131 -0.279 0.23
O 9.813 1.533 23.156 0.226 0.332 0.013
O 4.045 12.722 23.207 -0.062 0.308 0.087
O -2.691 7.689 31.977 0.119 -0.201 -0.269
O 3.677 0.397 25.537 -0.223 0.007 -0.258
O 2.514 11.837 29.974 -0.091 0.027 -0.382
O 11.751 8.671 33.334 -0.201 -0.193 -0.229
O 8.24 13.719 29.434 -0.104 0.114 0.404
O 6.948 10.182 22.879 0.253 0.103 0.148
O 10.548 -0.935 32.049 0.034 -0.492 -0.402
O 5.76 4.364 32.24 -0.143 0.512 -0.332
O 6.669 14.168 33.169 -0.155 0.035 -0.19
O 7.186 11.341 28.988 -0.511 0.239 0.115
O 5.356 13.768 25.203 0.029 0.052 0.533
O 7.618 6.365 29.964 -0.039 0.091 0.028
O 5.313 11.111 24.814 -0.082 -0.241 0.232
O 11.289 12.305 31.688 -0.083 0.567 0.343
O 4.514 8.362 26.625 -0.201 0.214 -0.163
O -1.961 0.643 29.145 -0.5 0.343 0.204
O 6.742 6.85 26.666 -0.392 0.013 -0.089
O 5.484 2.457 25.247 -0.404 0.139 0.464
O -1.534 0.69 22.905 0.141 -0.289 0.145
O 3.86 5.685 33.1 -0.542 0.075 0.484
O 5.428 5.435 28.806 -0.053 0.26 0.102
O -0.443 4.895 31.892 0.102 0.593 -0.185
O 4.157 -1.006 27.747 0.333 -0.315 -0.163
O 12.041 8.882 23.04 0.088 -0.222 0.489
O 9.47 11.481 30.136 0.402 -0.366 -0.209
O -0.936 -1.675 29.8 0.007 -0.454 -0.009
O 9.246 6.081 26.038 0.14 -0.358 -0.393
O 8.151 8.957 29.765 0.477 0.259 0.139
O 3.131 4.515 27.892 0.242 -0.57 0.016
O -1.777 5.55 26.797 -0.014 0.385 -0.19
O 2.285 7.204 31.982 -0.232 0.019 -0.6
O -1.46 9.08 30.105 0.139 -0.17 -0.298
O 10.43 11.909 25.307 0.546 -0.147 -0.069
O -3.555 10.145 31.216 -0.196 -0.119 -0.084
O 0.424 0.516 30.206 0.289 0.226 0.333
O 6.515 8.802 24.984 -0.06 -0.368 -0.347
O 10.206 14.314 26.472 0.604 0.274 -0.047
O 2.626 10.854 22.157 -0.071 -0.011 0.461
O -1.729 12.361 27.512 0.06 -0.149 -0.351
O 2.885 5.089 25.32 0.611 -0.162 0.328
O 5.391 2.003 31.151 -0.1 -0.135 -0.275
O 6.836 9.301 27.483 0.359 0.19 -0.147
O 1.011 8.851 33.321 0.055 -0.101 -0.236
O 3.933 0.172 30.063 -0.651 0.345 -0.432
O 2.134 14.594 26.217 -0.314 0.24 -0.183
O 8.65 12.624 32.342 -0.246 0.042 -0.551
O -0.34 7.495 27.76 -0.101 0.1 0.594
O 11.01 7.916 25.305 0.288 0.162 0.267
O 0.972 12.447 27.365 0.166 -0.028 0.156
O -0.455 5.246 29.189 0.148 0.218 -0.023
O 10.935 13.701 22.169 0.087 -0.076 0.691
O -0.934 -0.873 27.279 0.461 -0.308 -0.076
O -0.004 2.077 28.062 -0.157 0.666 -0.267
O -3.166 3.732 25.367 0.603 -0.239 -0.182
O 3.485 9.671 31.143 -0.178 0.024 0.433
O 8.572 -0.179 30.368 -0.176 0.23 -0.042
O 7.033 4.69 25.359 -0.07 0.215 -0.261
O 5.624 9.347 29.775 -0.181 0.093 -0.199
O 10.978 3.999 32.31 0.215 0.271 -0.247
O -2.699 10.843 22.221 0.012 -0.014 0.322
O -0.219 10.112 27.269 -0.337 0.039 -0.199
O 8.2 5.441 22.223 0.181 0.085 0.26
O 4.166 13.874 29.996 0.426 -0.342 -0.219
O 11.466 5.58 29.363 -0.177 -0.113 -0.2
O 11.889 5.741 26.395 -0.081 0.081 -0.162
O 1.739 2.912 26.287 0.306 -0.303 -0.244
O 6.645 14.318 23.01 0.053 -0.444 0.009
O 3.308 7.077 28.509 -0.036 0.109 0.088
O 0.811 5.298 26.897 0.066 0.352 -0.074
O 3.254 12.293 25.811 0.12 -0.549 0.274
O 0.852 9.16 23.038 0.02 0.128 0.421
O -0.629 -1.571 24.77 -0.034 -0.073 0.074
O 1.867 8.466 26.722 0.091 0.094 -0.162
O 10.246 1.594 31.428 -0.022 0.309 -0.086
O 10.566 7.489 27.865 -0.379 0.201 0.022
O -3.279 12.231 29.672 0.089 -0.167 0.052
O 3.202 9.746 28.509 0.136 0.289 -0.345
O 9.564 0.349 25.568 0.372 -0.018 0.255
O 11.965 12.522 27.294 0.184 -0.308 -0.253
O 0.12 0.879 25.681 0.21 0.41 -0.432
O 10.035 7.4 30.489 0.388 -0.23 0.401
O 8.059 2.362 24.919 -0.169 0.044 0.099
O -3.336 3.923 27.987 0.215 -0.666 -0.04
O 8.359 -0.575 27.75 -0.026 0.243 0.1
O 10.674 2.749 25.24 -0.117 0.293 0.589
O 12.46 8.039 29.634 0.162 -0.022 -0.642
O -0.298 8.421 25.28 -0.567 0.024 -0.091
O 7.052 3.762 30.079 0.246 -0.408 -0.521

Results
total energy: -101657.848 eV
total energy less fixed offsets of O -438.35, Si -107.03 eV per atom: -4.648 eV
